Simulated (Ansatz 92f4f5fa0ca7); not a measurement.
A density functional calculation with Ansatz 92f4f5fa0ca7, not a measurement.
Periodic cell of 462 atoms, Si286O176, from a study of silicon, its oxide and their interface. The atomic structure is a simulated model.
This geometry differs little from another in the collection (a relaxation step or a small displacement).

Settings: functional r2SCAN; potential files Ansatz PAW; basis plane waves; wave-function cutoff 800 eV; density cutoff ratio 5; exchange-correlation grid ratio 1; k mesh 1 x 1 x 1, Gamma-centred; self-consistency stop 1e-10 eV per atom in the density residual; occupations fixed; spin none; net charge 0.

Cell vectors (angstrom)
a 16.332 0 0
b 0 16.332 0
c 0 0 29.7535

Atoms and the computed forces on them: element, x, y, z (angstrom), force x, y, z (eV/angstrom)
Si 1.3133 1.1203 1.283 0.0021 0.0058 0.0087
Si 2.6451 1.9926 -0.4333 0.01 0.0183 -0.0257
Si -0.6892 5.9533 0.1138 0.0005 -0.0044 -0.0122
Si 3.4511 10.1972 -4.2673 -0.0019 0.0001 -0.0212
Si 1.3085 12.1479 1.074 0.0017 -0.0059 0.0073
Si 0.2686 11.3871 -0.9557 -0.0204 -0.0165 -0.0248
Si 5.2152 0.1235 -0.1853 0.0018 0.0019 -0.027
Si 9.7947 4.2885 1.3974 0.0042 0.0054 -0.0173
Si 5.0379 5.4503 -0.086 -0.011 0.0082 -0.023
Si 7.2423 8.1352 0.14 0.0043 0.0056 -0.0178
Si 5.8864 10.0995 0.0498 -0.0111 0.0051 -0.0061
Si 8.4743 13.1855 0.2349 -0.0041 0.0118 -0.0126
Si 9.5 -1.5184 1.5134 -0.0053 0.0058 0.0031
Si 13.5058 2.8925 -0.1238 -0.0053 0.0026 -0.0325
Si 11.6847 5.3302 -0.6495 -0.005 -0.0176 -0.0221
Si 13.4307 6.8589 -0.1829 0.0139 0.0126 -0.0104
Si 10.3809 11.798 -0.0977 0.0187 -0.0077 -0.0146
Si 14.8361 14.8735 1.2146 0.003 -0.0066 0.0014
Si 0.1889 -0.4142 -0.0166 -0.0013 0.0082 -0.0271
Si 3.9597 4.106 1.3771 -0.03 -0.0138 -0.0222
Si 1.1746 6.787 1.3749 -0.0011 -0.0017 -0.0004
Si 2.875 7.7271 0.0543 -0.0053 0.0054 -0.0191
Si 2.5477 13.8103 -0.0839 0.0005 0.0009 -0.0242
Si 4.1236 14.9186 1.2327 0.0014 -0.0052 0.0032
Si 6.8132 1.3531 1.0629 0.0001 0.0047 0.0047
Si 8.1853 2.4388 -0.582 0.0112 0.0032 -0.0265
Si 6.4319 6.5053 1.4838 0.001 -0.0248 0.0205
Si 9.5611 9.4308 1.4667 0.0109 0.0112 -0.012
Si 6.7875 11.9753 1.2731 -0.0011 0.0032 0.0001
Si 11.0655 15.4809 -0.1199 -0.0043 0.0083 -0.0206
Si 12.3986 1.4559 1.3503 -0.0167 -0.0206 -0.0142
Si 14.9936 4.0632 1.2724 -0.0039 0.0052 0.0063
Si 12.8336 7.3505 1.9476 0.0044 0.0063 0.0014
Si 14.3755 9.1278 1.8851 -0.0047 -0.0134 -0.0042
Si 12.0476 12.3754 1.5012 -0.0031 -0.0039 0.0006
Si 12.9777 13.9808 0.0743 -0.0072 -0.0034 -0.0206
Si 0.0375 2.6595 2.5882 0.0037 -0.0036 -0.004
Si 2.7646 -0.1002 2.6599 0.0008 -0.0021 -0.002
Si -0.0133 8.1956 2.8206 0 0.0057 -0.0013
Si 2.5836 5.437 2.7676 -0.0041 0.0021 -0.0038
Si -0.0667 13.4917 2.538 0.002 -0.0024 -0.0005
Si 2.6782 10.8376 2.5358 -0.0017 0.0032 -0.0036
Si 5.469 2.6964 2.5545 0.002 -0.0017 0.0022
Si 8.1389 0.0526 2.5744 0.0027 -0.0018 -0.0037
Si 5.2995 8.0311 2.8438 -0.003 0.0074 -0.0001
Si 8.1515 5.4215 2.6642 -0.0049 -0.0005 0.0003
Si 5.4706 13.5105 2.5526 -0.0007 0.002 -0.0006
Si 8.168 10.8105 2.7847 -0.0073 0.0006 -0.0044
Si 11.0276 2.8039 2.7471 -0.0015 -0.0007 -0.002
Si 13.6476 -0.023 2.6936 -0.003 0.0023 0.0003
Si 10.9455 8.2444 2.8946 0.0065 -0.0003 -0.004
Si 13.749 5.3997 2.854 0.003 -0.0005 -0.006
Si 10.8374 13.638 2.9916 0.0038 0.0047 -0.0022
Si 13.4082 10.9797 2.8753 -0.0066 0.0006 -0.0012
Si 1.3102 4.0039 4.0795 -0.0051 -0.0002 -0.0011
Si 4.1192 1.3218 3.9713 -0.0018 0.0021 -0.0009
Si 1.3622 9.5887 4.0713 -0.0003 -0.0001 -0.0018
Si 3.9322 6.7585 4.2005 -0.0003 -0.0085 0.0011
Si 1.3343 14.8749 3.9521 -0.0024 -0.0011 -0.0005
Si 4.0452 12.2223 3.9325 -0.0002 -0.004 0.0025
Si 6.8001 4.0343 4.0104 0.0012 -0.0027 -0.004
Si 9.5404 1.4046 3.9784 0.0028 -0.0021 -0.0002
Si 6.7743 9.4344 4.0903 0.0013 -0.0038 -0.0058
Si 9.5082 6.7933 4.0633 0.0011 -0.0018 0.0058
Si 6.8102 14.9453 3.9396 0.002 0.0005 -0.0013
Si 9.4737 12.1926 4.2124 -0.0008 0.0018 -0.0027
Si 12.3186 4.1108 4.1795 -0.0052 -0.002 -0.0027
Si 15.0139 1.3554 4.0286 0 -0.0028 0.0025
Si 12.1854 9.6052 4.3056 0.0033 -0.0088 -0.0047
Si 15.0697 6.7651 4.2179 -0.0023 0.0007 -0.0023
Si 12.2807 15.0238 4.1662 -0.0001 0.004 -0.0014
Si 14.9472 12.2693 4.0771 0.0025 0.0033 -0.004
Si 0.0381 -0.0426 5.3632 0.0021 0.0045 0.0001
Si 2.7373 2.6615 5.3688 -0.0008 -0.002 0.0014
Si 0.044 5.3886 5.5406 0.0002 -0.0012 -0.0024
Si 2.6454 8.208 5.5041 0.0016 0.002 0.0038
Si -0.0144 10.9146 5.4461 -0.0026 -0.0008 -0.0011
Si 2.711 13.5728 5.3637 -0.0001 0.0025 -0.0008
Si 5.4613 -0.0368 5.3449 0.0024 0.0009 0.0029
Si 8.1736 2.7094 5.4014 0.0038 0.001 -0.0022
Si 5.4178 5.3657 5.4102 -0.002 0.0007 -0.0003
Si 8.1681 8.1315 5.4561 0.0001 -0.0016 -0.0018
Si 5.4002 10.8818 5.3554 -0.0003 -0.0001 0.0016
Si 8.1117 13.6325 5.4296 -0.0015 0.002 -0.0019
Si 10.8683 0.066 5.4311 0.0008 0.0019 0.001
Si 13.6794 2.7108 5.4634 0.0019 -0.0035 -0.0003
Si 10.8799 5.4582 5.4615 0.0018 0.0028 0.0004
Si 13.624 8.1588 5.5088 0.0034 0 -0.0021
Si 10.8304 10.898 5.6236 0.001 0.0036 0.0029
Si 13.6429 13.6368 5.491 0.0019 0.0024 0.0012
Si 1.3783 1.3258 6.7604 -0.0011 -0.0035 -0.0006
Si 4.0605 4.0077 6.7742 0.0015 0.0012 0
Si 1.3444 6.8135 6.8689 -0.0039 0.0015 0.0003
Si 4.0694 9.5735 6.7872 -0.0019 0.0005 0.0009
Si 1.3641 12.2671 6.7995 -0.0008 0.0001 -0.0007
Si 4.0872 14.9697 6.7262 -0.0006 -0.0003 -0.0006
Si 6.8131 1.3266 6.7463 0.0006 -0.0027 0.0029
Si 9.526 4.0732 6.8 0.0004 -0.001 -0.0014
Si 6.7935 6.7511 6.7512 0.0008 -0.0034 -0.0001
Si 9.5059 9.469 6.8811 0.0007 -0.0021 -0.0005
Si 6.7478 12.2486 6.7595 0.0026 -0.0027 -0.0014
Si 9.5072 14.9918 6.7705 -0.0031 -0.0017 -0.0004
Si 12.2692 1.3836 6.7972 -0.0013 0.0002 0.0003
Si 14.9784 4.0753 6.8818 0.0003 -0.0011 -0.001
Si 12.229 6.8044 6.8516 0.0007 -0.0018 -0.0023
Si 14.9898 9.5311 6.8347 -0.0007 -0.0018 -0.0015
Si 12.276 12.257 6.8599 -0.001 0.0002 0.0009
Si 15.022 15.0048 6.81 0.0014 -0.0011 0.0008
Si 0.0368 2.7084 8.1758 0.0013 -0.0004 0.0001
Si 2.7653 0.0094 8.133 0.0012 0.0008 0.0018
Si -0.0248 8.1726 8.2259 -0.0004 -0.0038 -0.0011
Si 2.7479 5.4334 8.1305 0.0017 -0.0054 -0.0016
Si 0.0345 13.6452 8.1846 -0.0005 0.0006 -0.0001
Si 2.7297 10.9317 8.1847 0.0007 -0.0025 0.0016
Si 5.4371 2.6628 8.1365 0.0004 0.0037 0.0011
Si 8.1407 -0.0113 8.1617 -0.001 0.0007 -0.001
Si 5.4499 8.1587 8.0624 0.003 0.0014 0.0017
Si 8.1727 5.4541 8.156 0 0.0004 -0.0008
Si 5.428 13.6274 8.1373 -0.0003 -0.0013 0.0019
Si 8.1504 10.8943 8.1171 0.0005 0.0046 -0.0006
Si 10.9159 2.7268 8.1644 -0.001 -0.002 -0.0015
Si 13.6527 0.0397 8.1543 0.0026 0.0008 0
Si 10.8845 8.1315 8.2583 0.0019 0 -0.0002
Si 13.5695 5.4354 8.229 -0.0003 0.0024 -0.0007
Si 10.8977 13.6483 8.1266 0.0019 0.0014 0.0019
Si 13.6348 10.8711 8.2204 -0.0013 -0.0011 -0.0002
Si 1.4064 4.0921 9.5165 -0.0044 -0.0016 -0.0003
Si 4.1307 1.306 9.5789 0.0038 0.0021 -0.0021
Si 1.3692 9.554 9.5332 0.0014 0.0026 -0.0028
Si 4.0828 6.841 9.4332 0.0018 0.002 -0.0023
Si 1.4253 15.0127 9.519 0.0001 0.0012 0.0025
Si 4.0952 12.3152 9.5476 -0.0034 -0.0016 -0.0021
Si 6.7447 4.1261 9.4414 -0.0017 -0.0004 0.0037
Si 9.5478 1.3392 9.4778 -0.0023 0.0001 -0.0028
Si 6.8617 9.4504 9.4121 -0.0012 -0.0034 -0.0004
Si 9.5343 6.752 9.622 -0.0018 -0.0022 0.0015
Si 6.7862 14.9571 9.5593 -0.0015 -0.0003 -0.0017
Si 9.5314 12.2714 9.4546 0.0019 0.0003 0.0043
Si 12.2193 4.0632 9.61 0.0024 0.0026 -0.0002
Si 14.9679 1.421 9.5653 -0.0028 -0.0021 0
Si 12.2769 9.487 9.6017 0.0012 -0.0001 0.0018
Si 14.9217 6.8194 9.5823 0.0019 -0.0014 -0.0002
Si 12.2991 14.9714 9.4588 0.001 -0.0002 0.0019
Si 14.9888 12.2789 9.5436 0.0016 -0.0022 -0.0018
Si 0.0907 0.1007 10.8354 0.0027 0.0006 0.0015
Si 2.8574 2.8239 10.8765 -0.0019 -0.0001 -0.0004
Si -0.0231 5.4259 10.8604 -0.0021 -0.0023 -0.0008
Si 2.7166 8.1398 10.8336 -0.0019 0.0007 0.0022
Si 0.0262 10.9304 10.8957 0.0016 0.0023 0.0006
Si 2.7314 13.6822 10.9654 0.0011 -0.0044 -0.0005
Si 5.3814 -0.1388 11.0381 -0.0023 0.0008 -0.0029
Si 8.1045 2.7352 10.7063 -0.0008 -0.0012 0.0014
Si 5.4658 5.5914 10.8168 0.0023 0.0019 -0.0013
Si 8.1918 8.1929 10.9229 -0.0017 -0.0002 -0.0005
Si 5.5505 10.8433 10.6785 -0.0012 -0.0004 -0.0006
Si 8.2269 13.6162 10.8761 0.0007 0.0041 -0.0033
Si 10.9583 -0.0391 10.8101 0.0028 -0.0009 -0.0018
Si 13.5932 2.7524 11.0153 0.0008 -0.0022 0.0003
Si 10.8349 5.3371 11.0319 0.003 -0.002 0.0006
Si 13.5855 8.1105 11.0548 -0.0049 0.0003 0.0011
Si 10.9103 10.9524 10.8248 0.0034 0.0007 -0.002
Si 13.624 13.6547 10.895 0.002 -0.0025 0.0007
Si 1.4355 1.5383 12.174 -0.0015 -0.0045 0.0028
Si 4.1223 4.3284 12.2349 -0.002 -0.0049 -0.0006
Si 1.2875 6.8063 12.1988 0.006 0.0003 0
Si 4.1794 9.5417 12.0157 0.0013 0.0011 0.0029
Si 1.3766 12.3091 12.2685 -0.0004 -0.0053 0.0001
Si 3.9025 14.978 12.5707 0.0039 -0.0024 -0.0069
Si 6.9265 1.2604 12.0708 -0.0022 0.0097 -0.0006
Si 9.306 3.9893 12.2852 0.0022 0.0016 -0.0009
Si 6.7894 6.8918 12.3039 -0.0022 0.0016 0.0029
Si 9.6193 9.5855 12.1964 -0.0041 -0.0018 0.0018
Si 6.9821 12.0593 12.0914 -0.0167 0.0043 0.0031
Si 9.7035 14.893 12.2274 -0.0008 -0.0012 -0.005
Si 12.1727 1.32 12.2826 0.0001 -0.0006 -0.0045
Si 15.0147 4.14 12.3594 -0.0008 -0.0015 0.0005
Si 12.2525 6.6017 12.4492 0.0013 0 -0.0015
Si 15.0045 9.6021 12.2705 0.0016 -0.0028 0.0017
Si 12.226 12.2711 12.2582 0.0002 0.0023 -0.0007
Si 15.0526 15.0789 12.1398 -0.0014 0.0042 0.0057
Si 1.6008 4.1015 15.0892 -0.004 0.001 0.0213
Si 2.6615 0.2853 13.6821 0.0128 0.0138 0.0304
Si 0.0863 8.2772 13.5849 -0.005 0.0003 -0.0035
Si 2.7094 5.6206 13.6302 0.0007 -0.0006 0.0017
Si -1.7107 12.8461 14.791 -0.0029 0.0018 0.0079
Si 2.9904 11.0057 13.3668 -0.0049 0.0083 -0.0029
Si 5.7897 3.6136 13.7264 -0.0007 -0.0044 0.012
Si 8.6072 0.2743 13.3047 -0.0015 -0.0016 0.0186
Si 6.458 10.1309 14.8704 0.0203 -0.0289 0.0057
Si 9.1436 6.8568 15.7371 -0.0002 -0.0081 0.0327
Si 4.2844 14.1222 14.8853 0.0122 0.0318 -0.0105
Si 8.3161 10.9139 13.6514 -0.0029 0.0018 0.0104
Si 10.1896 2.0938 13.3685 0.0006 -0.0028 0.0034
Si 15.3076 1.2626 14.8318 0.0045 0.001 0.0201
Si 12.5355 9.3785 14.8191 0.0009 0.0015 0.0225
Si 14.8528 7.2626 15.0776 0.0025 -0.0004 0.017
Si 10.9722 13.6149 13.7746 -0.0005 0.0009 0.0039
Si 16.3952 13.7892 13.5781 0.0124 -0.0152 -0.004
Si 0.1826 2.8395 13.6151 -0.0028 0.0001 0.0009
Si 4.0224 2.3325 15.7166 0.0035 -0.0028 0.0306
Si 1.9649 9.3123 14.5667 -0.0205 0.0063 0.0419
Si 3.266 7.4741 16.9852 0.006 -0.0031 0.0348
Si 1.0861 15.4257 14.9986 0.0106 0.0178 0.0398
Si 4.9594 11.9831 14.3127 0.0231 0.0104 -0.001
Si 7.6789 5.1458 13.6156 0.0038 0.001 0.0113
Si 10.6381 2.3097 15.5945 0.002 0.0032 0.0345
Si 5.4588 8.3691 13.6164 0.0031 0.0045 0.0047
Si 10.1752 4.8833 17.4343 -0.0058 -0.0079 0.0242
Si 6.9523 15.5015 15.832 -0.0205 0.0221 0.0302
Si 9.4447 12.3858 15.1712 0.0017 -0.005 -0.0015
Si 13.382 3.0542 16.1178 -0.0156 0.001 0.0303
Si 13.6975 0.0516 13.5667 0.0039 0.0033 -0.0125
Si 10.5634 10.9586 16.6857 -0.0153 -0.0197 0.0209
Si 13.8056 5.4213 13.9441 -0.0108 -0.02 0.008
Si 12.9234 14.5505 14.812 -0.002 0.0014 0.0246
Si 13.6798 11.024 13.6093 0.0041 0.0029 -0.0016
Si 21.4838 6.7159 21.3232 0.0015 -0.0002 0.0077
Si 12.7729 -16.5497 22.6686 -0.0024 0.0008 -0.0068
Si -3.3828 7.5376 25.6727 -0.0026 0.0024 -0.0272
Si 4.0533 9.3383 31.0795 -0.0021 -0.001 -0.0051
Si 15.5293 28.1851 23.9988 -0.0004 -0.002 -0.013
Si -12.7624 30.8029 19.324 0.0017 0.0034 0.027
Si 8.6158 12.7436 23.2252 0.0046 -0.0003 -0.0095
Si 20.8544 21.4586 18.759 0.0047 -0.0091 0.0236
Si 11.6203 1.2516 25.0078 0.0038 0.0026 -0.0222
Si 6.1945 20.8466 27.7335 0.0013 -0.0053 -0.0262
Si 10.9634 24.5572 13.5183 -0.0061 -0.0074 0.0108
Si 26.8063 3.5336 23.2108 0.0001 0.0039 -0.0044
Si 3.5886 -8.8127 14.7163 -0.0018 0.0027 -0.009
Si 22.4353 9.8684 26.6953 -0.0009 0.0051 -0.0334
Si 14.0723 2.3361 26.5808 -0.0023 0.0022 -0.0248
Si 17.7427 25.3971 27.2954 -0.001 -0.0028 -0.0182
Si 3.0419 13.0752 26.6803 -0.0019 -0.001 -0.0315
Si -0.2083 0.1422 26.7511 -0.0026 0.0041 -0.0296
Si 1.7932 10.4578 22.9447 -0.0043 0.0009 -0.0062
Si -3.7509 11.8375 27.9317 0.005 0.0004 -0.0423
Si 5.721 12.4444 18.5453 0.0005 0.0015 0.0315
Si 2.897 16.9841 21.144 -0.0053 0.0046 0.0079
Si 15.3216 14.8455 19.0297 0 0.0101 0.0276
Si 13.0426 -5.773 25.1129 -0.003 -0.0014 -0.0204
Si 32.3562 20.6644 25.2825 -0.0004 -0.0006 -0.0182
Si 19.8246 10.0803 18.6543 -0.0008 -0.0021 0.0277
Si 33.03 17.3841 19.7472 -0.0013 0.0046 0.0151
Si -1.3506 12.4392 17.068 0.001 -0.0008 0.0276
Si 16.7894 6.1997 17.1712 -0.0051 0.0014 0.033
Si 32.0839 6.7556 26.8572 -0.0064 -0.0022 -0.03
Si 12.0262 12.0498 18.1765 0.0069 0.0126 0.033
Si 17.233 -10.5741 20.1989 0.0036 -0.0024 0.0205
Si 8.5929 -1.1629 19.3246 0.0125 0.0131 0.0251
Si 22.5616 21.0337 23.4363 0.004 0.0003 -0.0098
Si 14.0887 -6.7284 29.4041 0.0116 0.022 -0.0177
Si -3.8465 15.0241 17.9502 0.0012 0.0144 0.027
Si 7.9823 9.2153 17.3611 0.002 -0.0016 0.0242
Si -8.4758 13.559 16.7116 -0.0102 0.0013 0.0367
Si 10.2897 0.9094 18.0557 -0.0088 0.0032 0.0176
Si -4.0879 44.5208 21.1325 -0.0038 0.0066 0.0175
Si -9.86 -4.7411 21.2599 0.0023 -0.0019 0.011
Si 10.4596 -1.9067 21.6853 0.0055 0.0002 0.0005
Si 18.9807 24.6067 21.105 0 -0.0041 0.0125
Si 19.8026 12.5575 21.751 -0.0008 -0.0038 0.0069
Si 18.7245 30.4527 16.43 -0.0058 -0.0035 0.0177
Si 12.286 22.4026 22.8788 -0.0008 -0.0039 -0.0075
Si 25.1142 -10.7407 24.382 -0.0005 -0.0072 -0.0194
Si 18.1601 2.2047 26.3068 -0.0034 0.0057 -0.0212
Si 39.475 12.6222 25.5381 0.0037 0.0024 -0.0225
Si 23.7102 20.3801 18.4945 -0.0027 -0.0027 0.0212
Si 7.5424 7.4042 27.7201 0.02 -0.004 -0.038
Si 27.0729 26.7211 23.2232 -0.0035 -0.0015 -0.0085
Si 17.6418 11.1733 17.0127 -0.0012 -0.001 0.0297
Si 21.0876 2.8995 25.2302 0.0006 -0.0034 -0.0275
Si 7.4548 8.7211 20.4761 -0.0006 -0.0054 0.0221
Si -2.3052 2.2557 21.0186 0.001 0.0014 0.0062
Si 9.8071 7.6268 22.2637 0.002 -0.0013 -0.0003
Si -6.0219 23.0778 26.893 -0.0013 -0.0043 -0.0286
Si 22.4194 1.436 17.8063 0.0121 -0.0022 0.0275
Si 12.0287 3.3438 18.8401 -0.0087 -0.0022 0.0247
Si 8.077 19.4483 21.4073 0.0002 -0.0004 0.0088
Si 30.9648 13.6592 21.7787 -0.005 0.0009 0.0075
Si 4.9249 16.7685 23.3076 0.0009 0 -0.0077
Si 18.8043 3.1443 19.661 -0.0016 -0.0013 0.0147
Si 6.7064 16.9157 20.6485 0.002 0.0032 0.0109
Si 15.0603 4.9302 22.3059 -0.0064 -0.001 -0.0039
Si 4.5374 30.2474 24.2904 0.0035 0.0046 -0.0153
Si 39.8045 14.8738 27.5976 -0.0002 -0.004 -0.0363
Si 16.3057 13.3864 26.5845 0.005 -0.0036 -0.0289
Si 9.5468 16.5826 27.2288 0.0022 0.0021 -0.0344
O -8.1281 15.786 -2.972 -0.0026 -0.002 0.0112
O -9.0808 -0.8836 -9.5536 0.0042 -0.0022 -0.0059
O 3.2581 -3.0084 -1.4863 -0.004 0.0045 0.0253
O 14.0924 2.3501 -1.5493 -0.0033 0.0079 0.0326
O -9.3246 -7.8018 -3.0802 0.0018 -0.0086 0.0191
O 21.8691 42.8806 -1.5692 0.0085 -0.0061 0.0304
O 7.0547 19.9328 -7.1817 -0.0019 0.0031 0.0023
O 4.6538 18.0464 -12.6734 -0.0103 0.0035 -0.0245
O -4.6443 4.5704 -6.7654 0.0013 0.0009 0.0011
O 10.1012 8.9103 -6.5514 0.001 0.0032 0.0021
O 11.0335 2.1466 -5.9623 -0.0004 -0.0035 0.0078
O 3.4973 11.5738 -3.4281 0.0002 0.0039 0.0107
O 9.2687 -12.9858 0.1859 -0.01 -0.0036 0.0144
O 12.2669 -12.5021 -0.6174 0.0012 0.0071 0.0051
O -4.4882 -5.7424 -7.7026 0.0024 0.0035 -0.0055
O 6.2665 2.113 -16.436 0.0023 -0.0008 -0.0044
O 6.9802 5.9066 -2.46 -0.0028 0.0002 0.0172
O 10.085 10.2117 0.1297 -0.0124 -0.0051 0.0051
O 6.7895 26.2027 -13.2844 -0.0043 0.0219 -0.0277
O 24.5186 -3.4158 -4.9891 -0.0067 -0.0018 0.0109
O 3.0573 26.7922 -5.7982 0.0038 -0.0018 0.0089
O 7.6658 3.9233 -9.6772 -0.0029 0.0017 -0.0134
O 11.2742 6.9645 -7.8038 -0.0003 0.0009 0.0013
O 10.8229 5.4593 -2.021 0.0125 0.0034 0.0196
O 18.2972 2.4302 -1.8448 0.0088 -0.0042 0.0277
O 6.2978 7.6098 -9.1239 0.0016 0.0035 -0.0053
O 10.9694 -20.6677 -1.6298 -0.002 -0.0009 0.0238
O 12.9404 10.6718 -0.747 0.016 -0.0241 0.0171
O 15.6139 13.0354 -6.8538 0.0003 -0.0001 0.0018
O 9.7357 14.6145 -9.4712 -0.0107 0.0013 -0.0116
O 2.1472 8.3078 -1.2607 0.0097 -0.006 0.0223
O 23.6068 3.4565 -1.4471 -0.0029 -0.0048 0.0111
O 15.2488 17.9812 -9.6065 0 -0.0004 -0.0035
O 15.4826 14.2518 -9.2208 0.0021 0.0035 -0.0119
O 16.7303 10.7988 -6.0562 -0.0013 0.0045 0.0034
O 22.2954 15.7782 -1.4867 -0.0068 0.006 0.0207
O 1.699 9.0369 22.1734 0.0027 0.0007 -0.0043
O -0.755 13.7349 17.879 -0.0057 -0.0153 -0.0221
O 6.9368 -5.1705 26.2037 -0.0032 -0.0088 0.0116
O 23.5422 5.2999 24.5871 -0.0013 0.0022 0.0091
O 11.3455 15.7303 22.003 -0.0041 -0.0083 -0.0008
O 7.9353 14.0471 28.713 0.0001 -0.0074 0.0299
O -4.8442 16.2143 18.2453 0.0047 -0.0027 -0.0119
O 7.9346 1.5467 21.0775 -0.0036 -0.0019 -0.0039
O 0.788 21.2364 16.2537 0.0103 -0.0135 -0.0204
O 2.6198 19.4521 15.9235 -0.0104 0.0064 -0.0163
O 3.5612 13.5072 23.0637 0.0008 0.0002 0.0023
O -12.6188 17.5134 14.6161 -0.0129 -0.017 -0.0259
O 15.4442 6.8479 16.5484 -0.0069 0.0013 -0.0174
O 10.8066 2.2815 18.7126 -0.0058 -0.0067 -0.008
O 13.1421 19.7446 17.6661 0.0038 -0.0047 -0.0324
O 13.7642 -3.9374 21.2339 -0.0036 0.0005 -0.0074
O 9.9189 17.4941 16.5001 0.0018 0.0045 -0.0079
O 8.9584 6.4784 23.0338 -0.0004 0.0019 0.0057
O 11.633 9.883 16.0798 0.0045 0.0024 -0.0157
O 9.7765 7.7032 14.5382 0.0116 0.0118 -0.0234
O 6.0211 4.8721 18.2468 -0.0001 0.0035 -0.0078
O 8.5184 14.0928 18.1188 -0.0048 -0.0071 -0.0249
O 16.2192 0.0976 15.5422 0.0022 -0.0054 -0.0212
O 9.3293 10.1187 17.357 0.008 0.0124 -0.0127
O 14.7556 2.219 16.0433 0.003 -0.0068 -0.0176
O 11.3722 -3.2136 21.5847 -0.0004 0.0029 -0.0071
O 13.3998 1.0852 21.9397 -0.0015 0.0012 -0.0009
O 4.8816 -4.578 21.5758 -0.0009 0.001 -0.0043
O 9.5589 11.454 23.0681 -0.0017 0 -0.0003
O 18.5193 11.591 21.8724 0.001 0.0027 -0.0002
O 30.0029 -7.9831 15.4029 -0.0015 0.0045 -0.007
O 25.9553 3.3522 21.84 -0.0013 -0.0016 -0.0005
O 23.0676 12.1695 19.7693 -0.0049 0.0042 -0.0145
O 5.8651 17.512 19.3919 0.0009 -0.0027 -0.0158
O 13.7824 15.3233 18.8649 -0.0076 -0.005 -0.014
O 13.3203 4.3453 15.1284 0.011 0.0176 -0.0148
O -0.5955 4.6779 23.742 0.0042 -0.0007 0.0089
O 12.8392 2.9678 20.1705 -0.0002 0.0008 -0.005
O 30.9951 3.4346 21.8846 -0.0019 0.0019 -0.0014
O 3.0952 13.4014 20.4281 -0.0003 0.0061 -0.0101
O 1.3844 14.8938 29.2464 -0.001 -0.0003 0.0121
O 10.6926 21.7876 30.4089 -0.0016 -0.0031 0.011
O 14.1918 6.7739 26.3821 0.0045 -0.0017 0.0111
O 16.0655 12.7503 28.0688 -0.0038 -0.012 0.02
O -2.6265 24.5447 28.6309 -0.0086 -0.0197 0.0171
O 6.7523 16.4884 17.0993 -0.0025 -0.0244 -0.0341
O 3.9813 22.9906 29.2194 0.0172 -0.0126 0.0028
O 3.5751 20.1376 18.6647 0.0023 0.0018 -0.0093
O 9.5432 22.6993 25.5419 0.0039 0.0068 0.0198
O 4.9893 -2.4402 18.7598 0.0023 -0.0015 -0.0087
O 27.5435 4.7518 18.6876 -0.0051 0.0007 -0.0126
O 18.1114 4.4097 20.3955 -0.0002 0.0015 -0.0087
O -6.9665 14.1204 22.8332 -0.002 -0.0012 -0.0008
O 18.2041 12.5604 16.3797 0.0054 0.0034 -0.005
O -10.4786 -3.6027 13.0939 0.0131 -0.0071 0.0119
O 7.5467 25.4021 18.9026 0.0035 0.0037 -0.0306
O 26.7229 17.0407 25.9227 -0.0108 -0.0046 0.0201
O 17.9789 7.2955 17.1241 0.0084 0 -0.0191
O 5.8153 0.5318 21.9722 0.0006 -0.0014 -0.0014
O 20.2422 23.9315 21.8574 -0.0041 0.0032 0.0025
O 8.2436 -10.6612 15.0804 -0.0064 -0.0041 -0.0146
O 25.2215 -8.1944 21.0137 -0.0038 0.0027 -0.0059
O 37.5703 20.379 24.092 -0.0026 -0.0031 0.0095
O 16.0641 11.2635 17.3184 0.002 0.0097 -0.0047
O 2.1034 10.8513 18.3731 -0.0021 -0.0058 -0.0104
O 36.2349 15.9032 20.1014 -0.0001 -0.0068 -0.0096
O 14.0738 27.4662 24.0019 -0.0039 0 0.0081
O 5.4657 -12.7215 26.5442 0.0098 0.012 0.0254
O 4.6725 11.1951 18.5126 -0.0028 -0.0009 -0.0078
O -4.5748 13.6437 18.3585 -0.0008 -0.0083 -0.0223
O 14.6874 3.727 26.0004 -0.0015 -0.0021 0.0084
O -0.3345 5.9954 28.2661 -0.0086 0.0011 0.0418
O 31.7792 -6.0619 28.872 0.0002 0.0204 0.0134
O 25.8044 20.4704 24.3114 0.0001 0.0049 0.0054
O -8.1032 -8.5629 16.6921 0.0007 0.001 -0.0104
O 21.564 15.3271 23.9596 -0.0014 -0.0034 0.0039
O 18.1096 7.1169 20.371 -0.0015 0.0015 -0.0049
O 3.2679 2.4526 25.6388 -0.005 -0.0018 0.0128
O 18.6984 9.1267 26.011 -0.0092 -0.0018 0.0206
O -0.5019 31.2518 26.4312 0.0031 0.0013 0.0085
O -2.5628 5.9087 22.2777 0.001 0.0036 0.003
O 3.7678 -7.4275 17.5762 -0.0074 -0.0039 -0.0154
O 10.4232 -12.5838 16.3062 0.0026 -0.0039 -0.0135
O 16.0854 5.676 21.315 0.0022 0.0011 -0.0052
O 17.187 3.2502 25.5575 0.0038 -0.003 0.0092
O 2.9241 -12.94 30.0691 0.0377 0.0235 0.035
O 21.9288 29.0313 24.4685 0.0021 -0.0009 0.0087
O 11.6217 7.641 26.6037 -0.0037 -0.004 0.0077
O 14.964 17.3995 26.1147 0.0043 -0.0012 0.0085
O 1.5197 9.9418 16.013 0.0212 -0.0084 -0.0545
O 6.9875 26.3808 21.2982 -0.0007 0.0014 -0.0029
O 12.4851 16.4242 24.2465 -0.0038 0.0043 0.0074
O 19.7328 16.8164 22.6873 0.0012 -0.0006 -0.001
O 32.8497 -10.5662 25.8463 -0.0017 0.0087 0.0114
O 8.7465 24.5384 30.5557 -0.0131 -0.018 0.0137
O 28.5692 1.9958 15.6846 0.0195 0.0137 -0.0007
O 35.2923 14.5589 17.9982 -0.0076 -0.0102 -0.0424
O 11.5124 10.6228 24.6154 0.0066 -0.0013 0.0082
O 16.0546 16.6492 28.3603 0.0045 -0.0073 0.0327
O 24.2471 32.5305 14.7409 0.0048 0.0059 -0.0167
O 37.7875 19.7528 15.208 0.0047 0.0035 -0.0223
O 22.9435 12.5728 17.1877 0.0112 0.0049 -0.0212
O 7.1675 18.9779 17.7124 -0.006 -0.0063 -0.0082
O 16.3996 24.5769 26.893 0.0022 0.0015 0.0113
O 4.579 5.6201 20.2882 -0.0019 -0.0017 -0.0093
O -17.0588 12.4673 25.4807 0.003 0.0048 0.0133
O 22.8324 -2.5555 26.616 0.0048 0.0077 0.0135
O -3.0551 -3.0903 28.3628 -0.0044 0.0034 0.0226
O 3.2686 18.5061 20.6909 -0.0012 0.0024 -0.0044
O 4.9189 25.8971 25.642 0.0062 -0.0003 0.0155
O 17.5992 16.8788 21.0236 -0.0036 0.0003 -0.0054
O 1.2944 2.1915 19.0061 -0.0001 -0.0002 -0.0064
O 13.4681 9.0277 25.3653 -0.0033 -0.0034 0.0043
O 17.5882 -5.7094 27.7506 -0.005 -0.0031 0.0264
O 8.9967 16.6393 18.7751 0.0124 -0.0055 -0.0068
O 13.0796 11.434 26.4684 -0.0071 0.0048 0.0228
O 17.8607 -3.0074 26.265 -0.0028 -0.0009 0.0101
O -10.8594 -17.4768 15.2624 -0.0243 -0.0369 -0.016
O 20.3617 17.4796 29.0206 0.0009 -0.0014 0.0103
O 3.3176 -6.979 20.0852 0.0034 0.0103 -0.0201
O 12.4647 6.7555 24.338 0.0003 0.005 0.016
O 0.244 5.7636 18.7124 -0.0031 0.0023 -0.023
O 3.9164 6.2765 17.833 -0.0109 0.0194 -0.0209
O 32.6913 16.0779 18.837 -0.0021 -0.0046 -0.0083
O 12.8446 14.9944 16.3896 0.0075 -0.0168 -0.0352
O 13.5681 28.2487 17.6623 0.0021 0.0041 -0.017
O 9.1727 23.8327 27.7376 -0.0051 0.0024 0.0168
O 23.6697 28.8219 22.2733 -0.0033 0.0009 -0.0022
O 5.7892 22.2881 22.5643 -0.0007 0.001 0.0016
O 13.7635 14.843 22.4746 0.002 -0.0015 -0.0045
O 11.4006 17.0184 30.0482 0.0172 0.002 0.0131
O 26.6869 6.2815 16.6525 -0.007 0.0066 -0.0137
O 21.6262 17.8783 24.4517 0.0003 0.0042 0.0075
O 17.5429 0.6959 26.1529 0 -0.0001 0.0088
O 24.9698 4.8326 17.8989 0.0119 -0.0033 -0.0087
O 28.921 2.1245 25.9719 0.0056 0.0031 0.0106
O 10.4986 15.5907 28.1024 0.013 -0.0075 0.0296
O 11.9236 44.0261 19.6342 -0.0008 0.0098 -0.0242
O 9.0195 1.4789 28.1572 -0.0089 0.0042 0.0194
O 20.1525 14.112 25.723 -0.0058 -0.003 0.0145

Results
free energy: -283313.702 eV
free energy less fixed offsets of O -570.45, Si -639.56 eV per atom: -0.342 eV

The program warned: the cutoff lies below the one the program advises for these potential files; the forces do not sum to zero within the program's tolerance; empty levels may hold ghost states of the PAW files; the exchange-correlation potential is rough where the density is thin.
